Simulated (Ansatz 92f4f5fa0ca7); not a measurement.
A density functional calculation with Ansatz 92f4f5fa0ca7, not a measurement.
Periodic cell of 197 atoms, Si117O80, from a study of silicon, its oxide and their interface. The atomic structure is a simulated model.

Settings
functional: PBE
potential files: Ansatz PAW
basis: plane waves
wave-function cutoff: 700 eV
density cutoff ratio: 5
exchange-correlation grid ratio: 2
k mesh: 2 x 2 x 1, shifted by 0.5 0.5 0.5 of a step
self-consistency stop: 5e-08 eV per atom in the density residual
occupations: Fermi-Dirac, 0.05 eV
spin: none
net charge: 0

Cell vectors (angstrom)
a, 11.5983, 0, 0
b, 0, 11.5983, 0
c, 1.3998, -1.8018, 26.2702

Atoms: element, x, y, z (angstrom)
Si, 1.192, 5.6798, 1.2332
Si, 0.7827, 10.0726, -1.3135
Si, 0.5421, 4.2468, -0.5718
Si, 3.4178, 8.6857, -1.3808
Si, 3.971, 11.1589, 0.2289
Si, 4.0782, 13.6123, -0.0643
Si, 7.6581, 5.6309, 0.1004
Si, 9.702, 8.6365, -2.1863
Si, 9.6752, 5.5899, -2.1139
Si, 3.1063, 6.9986, 1.2942
Si, 1.9681, 10.5789, 1.431
Si, 1.4837, 2.5977, 1.6873
Si, 5.2811, 6.3357, 1.8006
Si, 5.5529, 10.5145, 1.8807
Si, 6.1022, 2.6083, 2.1091
Si, 10.9365, 6.7789, 2.3213
Si, 9.0853, 8.3115, 0.729
Si, 8.3898, 3.1706, 1.9042
Si, 2.0802, 8.5492, 2.8389
Si, 1.5257, 12.2685, 3.0119
Si, 1.5596, 4.4185, 3.1651
Si, 5.5724, 8.4016, 3.0204
Si, 5.5332, 12.3348, 3.3749
Si, 5.5672, 4.5805, 3.2787
Si, 8.5621, 10.0753, 2.0852
Si, 9.3421, 12.1406, 2.9577
Si, 9.5011, 4.8812, 3.2263
Si, 0.0502, 8.1258, 4.1927
Si, -0.3715, 12.1729, 4.3813
Si, -0.2783, 4.4377, 4.6018
Si, 3.7345, 8.5059, 4.4692
Si, 3.4838, 12.3907, 4.5196
Si, 3.5619, 4.5841, 4.4859
Si, 7.3674, 8.6514, 4.5258
Si, 7.533, 12.396, 4.6088
Si, 7.557, 4.8086, 4.5954
Si, -0.142, 6.4273, 5.8562
Si, -0.3312, 10.156, 5.6048
Si, -0.3074, 2.5048, 5.8848
Si, 3.6735, 6.5337, 5.8169
Si, 3.6054, 10.4174, 5.8295
Si, 3.5808, 2.7125, 5.9007
Si, 7.5964, 6.7076, 5.9347
Si, 7.4021, 10.4609, 5.9991
Si, 7.5369, 2.7904, 5.9208
Si, 1.7607, 6.4737, 7.1778
Si, 1.5926, 10.2905, 7.0398
Si, 1.6373, 2.7251, 7.2166
Si, 5.5933, 6.5538, 7.2284
Si, 5.4525, 10.4047, 7.3021
Si, 5.5574, 2.6906, 7.2463
Si, 9.5199, 6.5452, 7.3236
Si, 9.4424, 10.3326, 7.2045
Si, 9.4354, 2.674, 7.3535
Si, 1.6822, 8.3909, 8.4681
Si, 1.6392, 12.2788, 8.312
Si, 1.7265, 4.663, 8.6543
Si, 5.4661, 8.4402, 8.6426
Si, 5.5502, 12.3363, 8.6078
Si, 5.5839, 4.6208, 8.6446
Si, 9.464, 8.4925, 8.678
Si, 9.5046, 12.2719, 8.6326
Si, 9.4375, 4.6121, 8.7945
Si, -0.1148, 8.5708, 9.9576
Si, -0.0521, 12.3598, 9.9002
Si, -0.1569, 4.7762, 10.1027
Si, 3.4875, 8.3222, 9.9607
Si, 3.4918, 12.3204, 9.7326
Si, 3.6737, 4.5956, 10.041
Si, 7.4378, 8.4067, 9.9668
Si, 7.5232, 12.1947, 9.9277
Si, 7.407, 4.5935, 10.1847
Si, -0.2805, 6.8357, 11.5069
Si, 0.6755, 10.4613, 11.1268
Si, -0.9711, 2.3855, 13.0007
Si, 3.6943, 6.4414, 11.5955
Si, 3.1517, 10.3803, 10.9953
Si, 3.0949, 2.5766, 11.1807
Si, 7.3388, 6.6517, 11.5836
Si, 7.3306, 10.2959, 11.3384
Si, 7.0505, 2.4321, 11.2647
Si, 1.1437, 6.3921, 13.4133
Si, -0.6279, 10.7413, 13.0277
Si, 0.4498, 2.7419, 11.1612
Si, 5.4553, 7.4273, 12.96
Si, 5.1316, 10.5109, 12.304
Si, 5.0193, 2.0759, 12.544
Si, 9.3384, 7.1405, 12.7581
Si, 8.8951, 9.577, 13.0896
Si, 8.2795, 2.3101, 13.2188
Si, -1.211, 4.9839, 17.6114
Si, 5.4788, 6.4668, 15.1204
Si, 4.823, 2.1365, 16.8794
Si, 11.033, 5.1329, 14.5012
Si, 7.4859, 6.2643, 17.6325
Si, 5.8925, 3.4238, 14.3151
Si, 2.5496, 6.6827, 16.0032
Si, 7.2072, 0.7734, 18.1069
Si, 3.1751, 9.6032, 22.5072
Si, 5.5698, 11.5131, 21.983
Si, 8.3945, -0.3001, 22.5075
Si, 2.5329, 3.9795, 17.1753
Si, 5.9059, 5.9925, 20.1471
Si, 12.8906, 6.1744, 18.6667
Si, 2.0731, 1.1323, 16.7288
Si, 11.9482, -0.3287, 18.4411
Si, 12.198, 10.7144, 21.3337
Si, 4.3853, 2.017, 23.7746
Si, 10.4868, 1.6943, 21.9463
Si, 8.4358, -0.1007, 15.3367
Si, 11.4397, 11.0257, 15.7376
Si, 6.9343, 11.0887, 20.0612
Si, 9.9021, 2.1324, 18.9305
Si, 4.8154, 4.9519, 22.5934
Si, 14.7341, 6.7395, 21.0089
Si, 7.8133, 8.1803, 19.8821
Si, 9.8825, -2.7945, 22.1229
O, 0.7069, 10.4608, 0.2737
O, -0.6379, 9.627, -1.9498
O, 0.4331, 2.8707, 0.3718
O, -0.901, 4.8233, -1.0887
O, 3.6558, 7.7362, -0.0871
O, 5.5473, 2.4752, 0.5316
O, 2.9885, 14.1967, 1.0301
O, 8.2687, 6.8733, 0.9856
O, 6.0474, 5.8517, 0.3435
O, 8.8119, 8.6902, -0.8368
O, 7.1533, 10.5947, 1.3723
O, 8.2191, 4.1495, 0.5566
O, 10.6278, 7.8323, 1.0385
O, 9.3396, 1.7995, 1.7742
O, 8.6259, 9.1909, 3.5228
O, -0.6174, 3.5164, 14.158
O, 2.4882, 5.8422, 12.627
O, 7.5119, 3.6042, 13.9714
O, 9.9846, 11.7613, 15.8054
O, 5.776, 4.7906, 21.2599
O, 1.7992, 8.8152, -1.5502
O, -1.1086, 3.477, 18.2312
O, 1.3332, 11.3437, -2.1909
O, 10.197, 7.1025, -2.4908
O, 13.7543, 10.6201, 21.7516
O, 8.1727, 5.7211, -1.4616
O, 3.1007, 8.1173, 21.8524
O, 6.8696, -0.0743, 23.0426
O, 9.8835, 2.3023, 20.5582
O, 6.4327, 5.518, 18.6723
O, 4.0549, 3.4602, 17.4623
O, 13.3418, 6.7069, 20.1445
O, 4.4302, 6.7089, 19.9932
O, 7.5029, -0.0175, 16.6854
O, 1.1311, 0.4437, 15.5994
O, 5.1865, 9.1128, 13.2222
O, 2.462, 5.0357, 15.9352
O, 5.2693, 4.8981, 14.6456
O, 8.3882, 1.8918, 18.3752
O, 5.0134, 0.4136, 13.0477
O, -0.0621, 10.035, 14.4486
O, 5.7989, 2.4945, 15.652
O, 8.3123, -1.5823, 14.6331
O, 1.6156, 2.6951, 16.8079
O, 5.7607, 1.5381, 18.0491
O, 9.7193, 6.0289, 13.9939
O, 4.1072, 10.1522, -1.1351
O, 10.1557, -4.2089, 22.875
O, 11.0789, 5.1447, 16.1449
O, 11.3185, -2.0291, 22.0621
O, 9.2234, 8.4915, 20.654
O, 8.017, 0.9966, 14.2007
O, 8.809, 5.3418, 17.4665
O, 1.9802, 4.6891, 18.5297
O, 8.0222, 7.643, 18.3493
O, 10.8265, 0.8386, 18.5874
O, 13.3993, 0.3893, 18.1642
O, -0.6217, 0.7909, 13.3439
O, 1.7174, 7.2912, 14.7271
O, 8.3958, 11.3249, 20.8594
O, 6.7395, 6.5474, 16.2041
O, 4.5993, 1.2106, 22.3484
O, 8.905, -1.7859, 22.9875
O, 11.2586, 6.0038, 18.5866
O, 11.6897, 12.2321, 21.6263
O, 11.5982, -1.3277, 17.1905
O, 7.0124, 7.0432, 20.7381
O, 4.0048, 7.9498, -2.7171
O, 4.1427, 7.0533, 15.9175
O, 1.4499, 3.9268, -1.9167
O, 9.6562, 4.7672, -3.5066
O, 1.8927, 7.1265, 17.4547
O, 14.9286, 5.4441, 22.0215
O, 4.6817, 10.1728, 22.3312
O, 5.2482, 1.2011, 24.89
O, 6.8304, 9.4777, 19.7552
O, 4.8032, 3.5697, 23.4422
O, 9.3876, 0.935, 22.9138
O, 3.6713, 1.0586, 16.4116
O, 12.0618, -1.2399, 19.7556

Results
free energy: -119878.739 eV
free energy less fixed offsets of O -569.03, Si -635.61 eV per atom: 10.031 eV
pressure: -0.49 GPa
stress xx, yy, zz, yz, xz, xy (GPa, positive in tension): 0.21, 0.97, 0.3, -0.04, 0.13, -0.22

Forces (eV/angstrom), in the order of the atoms: element, x, y, z
Si, 0.0792, 0.5166, 0.0139
Si, -0.1279, -0.2908, -0.4201
Si, -0.0262, -0.0507, 0.3295
Si, -0.0554, -0.3544, -0.1879
Si, 0.1129, -0.3641, -0.4334
Si, 0.1035, 1.0263, -0.0157
Si, 0.0735, -0.1962, -0.2281
Si, -0.0214, -0.2153, -0.3285
Si, 0.1259, 0.1332, -0.3244
Si, -0.7504, -0.0818, 0.1712
Si, -0.6329, -0.3442, 0.2351
Si, -0.3508, 0.1269, -0.2146
Si, 0.3495, -0.2782, -0.4173
Si, 0.4103, 0.1218, 0.2516
Si, -0.2626, 0.0822, -0.1242
Si, -0.1262, -0.2469, -0.3759
Si, 0.0213, -0.8345, -0.7644
Si, 0.8438, 0.5727, -0.0633
Si, 0.1207, 0.1286, 0.0542
Si, 0.2462, -0.0383, 0.0354
Si, 0.4724, -0.0872, 0.1247
Si, -0.0798, 0.0081, 0.1475
Si, -0.2534, 0.0119, 0.093
Si, 0.0375, -0.0714, 0.2172
Si, 0.0719, 0.1601, 0.3117
Si, -0.2185, 0.7964, -0.3667
Si, -0.0946, -0.1663, -0.2999
Si, 0.1413, 0.0454, -0.1657
Si, 0.0801, 0.1377, 0.1647
Si, -0.2155, -0.0362, -0.0105
Si, 0.0915, 0.0396, 0.0164
Si, -0.1138, 0.0226, -0.2808
Si, 0.0072, 0.0236, -0.1555
Si, 0.1853, 0.1093, -0.1777
Si, 0.0202, -0.2298, -0.0367
Si, -0.0121, -0.0172, 0.0438
Si, -0.0174, -0.1724, 0.1325
Si, -0.061, -0.1583, -0.0103
Si, 0.0367, 0.1274, -0.0806
Si, -0.0739, 0.0634, -0.0958
Si, -0.0299, -0.1006, -0.0572
Si, -0.1039, 0.0402, 0.0159
Si, -0.2635, -0.0548, 0.1176
Si, 0.0454, 0.2016, 0.1131
Si, 0.0935, 0.0378, -0.0773
Si, 0.0616, -0.0208, -0.0011
Si, 0.0938, -0.1068, -0.1079
Si, 0.03, -0.1108, -0.0249
Si, -0.0483, 0.1237, 0.0145
Si, -0.0743, 0.1398, 0.0026
Si, 0.0949, -0.0079, 0.0034
Si, 0.1059, 0.0843, -0.0191
Si, -0.0175, -0.0609, -0.1076
Si, -0.0468, -0.0652, 0.0901
Si, -0.0469, -0.0613, -0.05
Si, 0.1256, 0.1065, -0.0693
Si, -0.0697, 0.2213, -0.0299
Si, 0.0935, -0.2103, -0.0238
Si, 0.1002, -0.0925, -0.1276
Si, 0.0581, -0.0089, -0.0682
Si, -0.0104, -0.016, 0.0971
Si, 0.0956, 0.0286, -0.0677
Si, 0.0136, 0.0541, -0.0283
Si, -0.0671, -0.0231, -0.1082
Si, -0.0149, 0.1646, -0.1067
Si, 0.037, 0.127, 0.1578
Si, -0.0043, -0.1398, 0.1163
Si, -0.1598, 0.0771, -0.0619
Si, 0.0685, -0.0877, 0.0148
Si, 0.0238, -0.0673, -0.1166
Si, -0.0519, -0.1022, -0.0655
Si, -0.086, 0.0275, 0.1003
Si, 0.2002, 0.0671, -0.2096
Si, 0.1092, 0.089, 0.161
Si, 0.4012, -0.0795, 0.1799
Si, -0.209, 0.0405, -0.1098
Si, -0.0963, 0.1187, 0.1931
Si, -0.25, -0.0423, -0.0233
Si, 0.1013, -0.0047, -0.2353
Si, -0.1318, 0.1012, 0.086
Si, -0.1425, 0.0922, -0.2835
Si, -0.0995, -0.0322, 0.3308
Si, 0.3675, -0.0095, -0.0319
Si, 0.3108, -0.2315, -0.0385
Si, -0.0246, 0.5835, 0.0189
Si, -0.2625, 0.1026, 0.1141
Si, -0.2281, -0.7436, 0.0117
Si, 0.0763, -0.5198, -0.0016
Si, -0.353, 0.4672, 0.207
Si, -0.1277, 0.1895, 0.0603
Si, 0.0434, 0.1033, 0.2017
Si, 0.0235, -0.025, 0.5906
Si, -0.3859, 0.0441, 0.2722
Si, 0.1171, -0.2947, 0.2292
Si, -0.0506, 0.0244, 0.3667
Si, 0.1579, 0.006, 0.107
Si, -0.1224, -0.1758, 0.3849
Si, 0.2019, 0.055, 0.0308
Si, -0.117, -0.0725, -0.4241
Si, -0.4265, -0.0371, 0.5569
Si, 0.3167, 0.0004, 0.1195
Si, -0.0458, -0.0795, 0.2836
Si, -0.0835, -0.0481, 0.0686
Si, 0.0321, -0.073, 0.2807
Si, -0.0531, 0.0122, 0.2133
Si, 0.118, -0.0081, 0.2751
Si, -0.1466, 0.0317, -0.1411
Si, -0.169, 0.1269, -0.2883
Si, 0.0832, -0.0142, -0.0206
Si, 0.1022, -0.0544, 0.3177
Si, 0.3244, -0.1603, 0.3045
Si, 0.3995, 0.1432, -0.2691
Si, 0.1156, -0.1001, 0.2222
Si, -0.161, -0.0538, -0.279
Si, -0.0485, -0.2054, -0.1383
Si, 0.0747, -0.0395, 0.1191
Si, 0.044, -0.0089, 0.0386
O, 0.3443, 0.1187, 0.3128
O, 0.1697, 0.1236, 0.1474
O, 0.1937, -0.3031, 0.3912
O, 0.0085, -0.0553, 0.0325
O, 0.0493, 0.2222, -0.1022
O, -0.0225, -0.1836, -0.0651
O, 0.457, -0.3092, -0.1417
O, 0.1105, 0.5064, 0.1547
O, -0.1543, 0.1494, 0.3197
O, -0.1441, 0.0242, 0.4413
O, -0.0036, -0.0909, -0.0282
O, -0.2922, 0.0737, -0.0487
O, -0.2693, 0.157, 0.0846
O, -0.1516, -0.6312, 0.529
O, -0.0786, -0.1151, -0.0594
O, -0.0484, 0.1533, -0.0045
O, 0.2172, 0.1806, -0.1596
O, 0.0071, -0.0347, 0.2431
O, -0.2438, 0.1174, -0.1058
O, -0.041, 0.083, 0.0588
O, -0.0069, 0.151, 0.1981
O, -0.004, 0.0761, -0.1142
O, 0.1278, 0.0394, 0.2528
O, -0.0995, 0.1243, 0.2236
O, 0.1051, -0.0017, 0.1409
O, -0.081, 0.0167, 0.2958
O, 0.0381, 0.1734, 0.1963
O, -0.0258, -0.0296, -0.222
O, -0.0561, -0.024, -0.0552
O, 0.0489, 0.0325, -0.1776
O, 0.1322, -0.0015, -0.1624
O, 0.0388, 0.0459, -0.0661
O, 0.116, -0.0015, -0.0197
O, 0.0205, 0.049, -0.1888
O, -0.1156, -0.0091, -0.0306
O, 0.1632, -0.8907, -0.0094
O, 0.0712, 0.0817, -0.1135
O, -0.0129, -0.0146, -0.0272
O, -0.1973, -0.1865, -0.0795
O, 0.2676, 0.6008, -0.1104
O, -0.0745, 0.1145, -0.1289
O, 0.0661, 0.1165, -0.1067
O, 0.0053, -0.167, -0.2511
O, 0.0295, -0.0223, -0.1321
O, 0.0502, -0.1133, 0.0261
O, -0.2688, 0.2164, 0.0576
O, -0.0342, 0.3114, 0.216
O, 0.0653, -0.0006, 0.0757
O, -0.0664, 0.0111, -0.2331
O, -0.0565, -0.0124, 0.0199
O, -0.1159, 0.0209, -0.0718
O, -0.0158, 0.042, -0.034
O, -0.0355, -0.041, -0.1141
O, 0.031, -0.0022, -0.2144
O, -0.0353, 0.0556, -0.0543
O, -0.0551, 0.0357, -0.1288
O, -0.0374, 0.0248, -0.1596
O, -0.0728, -0.2272, -0.0568
O, -0.0461, 0.0002, -0.3701
O, -0.428, -0.008, -0.1308
O, -0.1708, -0.0021, -0.3102
O, 0.0795, -0.0658, 0.106
O, -0.0646, 0.078, -0.0491
O, -0.0499, -0.0533, -0.1363
O, -0.0335, 0.0266, 0.0722
O, -0.0487, 0.1368, -0.2448
O, -0.0127, 0.0631, -0.0549
O, 0.027, 0.1062, 0.2043
O, 0.1317, -0.0536, -0.16
O, -0.1204, 0.0088, 0.1539
O, -0.0333, -0.0134, 0.1
O, 0.0802, 0.0202, -0.2871
O, 0.1508, 0.0368, 0.0922
O, 0.1216, 0.0316, 0.0049
O, 0.1709, -0.3747, 0.2426
O, 0.0297, 0.0918, 0.076
O, 0.0258, -0.1385, 0.1637
O, -0.0897, -0.1218, -0.0533
O, 0.1183, 0.0219, -0.136
O, -0.0234, 0.0262, -0.0632

The program warned: the cutoff lies below the one the program advises for these potential files.
